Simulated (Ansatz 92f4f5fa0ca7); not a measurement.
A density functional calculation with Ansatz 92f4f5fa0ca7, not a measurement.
Periodic cell of 259 atoms, Si144O115, from a study of silicon, its oxide and their interface. The atomic structure is a simulated model.
This geometry differs little from another in the collection (a relaxation step or a small displacement).

Settings
functional: r2SCAN
potential files: Ansatz PAW
basis: plane waves
wave-function cutoff: 800 eV
density cutoff ratio: 5
exchange-correlation grid ratio: 1
k mesh: 1 x 1 x 1, shifted by 0.5 0.5 0 of a step
self-consistency stop: 1e-10 eV per atom in the density residual
occupations: fixed
spin: none
net charge: 0

Cell vectors (angstrom)
a  10.88  0  0
b  0  10.88  0
c  0.84  -3.1484  35.5535

Atoms and the computed forces on them: element, x, y, z (angstrom), force x, y, z (eV/angstrom)
Si  8.1765  10.9727  -1.178  0.0002  -0.0008  -0.0016
Si  9.1445  8.4684  -2.8606  -0.001  -0.0008  0.0031
Si  5.1709  15.8987  -1.393  0.0031  -0.0015  -0.0024
Si  7.4973  6.5183  1.5862  -0.0015  0.0039  -0.0077
Si  12.2929  10.7929  -4.4967  -0.0011  0  -0.0044
Si  6.4774  8.8223  -0.0338  0.0011  -0.0018  -0.0003
Si  4.3843  10.6387  23.6327  0.0027  -0.0007  0.0067
Si  10.5748  15.3845  -3.2965  -0.0002  -0.0004  -0.0006
Si  9.0918  12.5909  1.1066  -0.0024  0.0012  -0.0021
Si  10.5125  14.5583  1.3448  -0.0016  0.0001  0.0002
Si  11.3167  7.843  -0.9648  -0.0024  -0.001  -0.0016
Si  11.3793  9.7814  1.4935  -0.0007  -0.0021  -0.0034
Si  2.0811  11.6098  1.2838  0.0009  0.0034  -0.0036
Si  5.8603  15.5979  1.5449  -0.002  0.0001  -0.0041
Si  14.2053  18.2466  1.7944  0.0003  0.0011  -0.0031
Si  5.0268  8.9869  1.7569  0.0026  -0.0022  -0.0034
Si  6.7408  13.7677  2.674  0.0063  -0.004  -0.0035
Si  9.4133  16.2979  2.5782  0.0011  -0.0004  0.0018
Si  6.6947  8.0816  3.1199  0.0004  0.0012  -0.0013
Si  9.6627  10.8776  2.6546  -0.0002  0.0025  0.0005
Si  12.2036  13.4954  2.6052  -0.0006  -0.0006  -0.0005
Si  15.0393  16.409  2.9125  -0.0012  0.0001  -0.0006
Si  12.3388  19.0847  2.8794  0.0026  0  -0.0008
Si  3.9716  10.8715  2.6133  -0.0009  0.0019  -0.0006
Si  5.3987  12.271  3.9275  -0.0011  -0.0001  -0.0016
Si  8.1638  14.9806  4.1162  0.0028  -0.002  -0.0005
Si  5.4126  6.7421  4.4643  -0.0014  0.0009  0.0008
Si  8.1931  9.5931  4.047  0.0011  0.0013  -0.0049
Si  10.9184  12.2205  4.1324  -0.001  0.0014  -0.0012
Si  13.5693  14.9172  3.9738  0.0002  -0.0005  -0.0018
Si  10.8473  17.6353  3.973  0.0001  -0.0013  -0.0016
Si  13.6307  9.599  4.2251  0.0012  -0.0001  -0.0005
Si  6.7749  10.9322  5.3703  0.0006  0.002  -0.0009
Si  9.5319  13.5997  5.4533  -0.0013  0.0021  -0.0003
Si  6.8556  5.3722  5.6  0.0017  -0.0009  0.0006
Si  9.5408  8.1749  5.3673  0.0004  -0.002  -0.0022
Si  12.2523  10.9195  5.5353  0.0008  -0.0005  -0.0003
Si  4.0713  13.599  5.3619  -0.001  0.0001  -0.0009
Si  12.2123  16.2892  5.3747  -0.0028  -0.0003  -0.0023
Si  14.9223  19.0848  5.6183  -0.0009  0.0021  -0.0004
Si  8.1298  12.2513  6.7888  0.0001  0  0.0001
Si  10.8896  14.9653  6.8087  -0.0008  0.0009  0.0004
Si  8.2148  6.8344  6.8006  0.0004  0.0019  0.0003
Si  10.8788  9.5009  6.7838  -0.001  0  -0.001
Si  2.7559  12.2835  6.8095  -0.0007  0.0019  -0.0009
Si  5.4111  14.9  6.8123  -0.0003  -0.001  0.0005
Si  13.5298  17.6573  6.8302  -0.0001  0.0008  0.0011
Si  5.4782  9.5753  6.84  0.0001  0  0.001
Si  6.7732  13.5906  8.1789  -0.0018  0.0011  0.0002
Si  9.5387  16.3578  8.1659  -0.0001  0.002  -0.0003
Si  6.8355  8.1627  8.1566  0.0022  0.001  -0.0001
Si  9.5194  10.8643  8.1237  -0.0002  -0.0005  0.0005
Si  12.273  13.617  8.1658  0.0011  -0.0001  -0.0003
Si  4.0703  16.2935  8.1459  -0.0013  -0.0026  -0.0004
Si  12.1905  8.1561  8.183  -0.0022  0.0004  -0.0004
Si  4.0894  10.9242  8.1752  0.0001  0.0027  -0.0011
Si  5.423  12.2626  9.5539  -0.0017  -0.0003  -0.0006
Si  8.1246  15.014  9.486  -0.0007  0.0012  -0.0011
Si  5.4626  6.7662  9.4829  0.0005  0.0008  -0.0008
Si  8.2075  9.4918  9.508  -0.0009  -0.0002  0
Si  10.8937  12.2342  9.4829  0.0006  0.0004  -0.0007
Si  13.6162  14.9604  9.5448  0.0018  0.0005  0.0005
Si  10.8704  17.6871  9.5687  0.0005  0.0001  -0.0003
Si  13.5731  9.5494  9.484  -0.0016  0.0014  -0.0011
Si  6.8348  10.8744  10.7766  0.0013  0.0009  -0.0004
Si  9.5271  13.6577  10.7588  -0.0005  0.001  0.0007
Si  6.7927  16.3214  10.9487  -0.0014  0.0001  0.0008
Si  9.5152  8.1416  10.9506  -0.0007  0.0011  0.0002
Si  12.2358  10.8946  10.9093  -0.0004  0.0013  0.0007
Si  4.0839  13.6264  10.9492  -0.0021  0.0002  0.0002
Si  12.2445  16.3122  10.8734  -0.0005  -0.0011  -0.0003
Si  4.0544  8.1335  10.7441  0.0003  -0.0009  0.0005
Si  8.1765  12.2963  12.0579  -0.0005  0.0005  -0.001
Si  10.8496  14.9633  12.1975  -0.0014  -0.0001  0.0001
Si  8.1866  17.6399  12.3517  -0.0003  -0.0011  0.0024
Si  12.2421  8.0882  13.5755  -0.0021  -0.0024  -0.0012
Si  2.6938  12.288  12.2987  -0.0001  0.0024  0.0011
Si  5.4406  14.9584  12.3589  0.0006  0.001  0.0032
Si  13.6215  17.6826  12.163  -0.0006  0.0014  0.0001
Si  5.4608  9.4663  12.009  -0.0013  0.0001  0.0016
Si  6.902  13.5399  13.5967  -0.0011  -0.0012  -0.002
Si  9.561  16.2329  13.7417  0.0009  -0.0006  -0.0025
Si  7.7071  10.0613  14.5929  -0.0026  -0.002  0.0026
Si  13.4261  14.7955  17.0665  -0.0004  -0.0116  0.0033
Si  1.2751  13.6677  13.6689  -0.0023  -0.0008  -0.0025
Si  4.0202  16.3573  13.6476  -0.0012  -0.0005  -0.0011
Si  11.3657  17.2174  14.9461  -0.0006  0.002  0.003
Si  4.1884  10.8384  13.3819  0.0022  0.0024  -0.0002
Si  11.82  9.3806  22.4776  0.0005  -0.0021  0.0035
Si  11.0447  8.018  17.5171  -0.0007  -0.0002  -0.0028
Si  6.7612  8.2166  13.5053  -0.0002  0.0011  -0.0009
Si  9.7107  8.2404  20.366  -0.0001  -0.0006  -0.0026
Si  9.5005  11.017  13.4805  0.0019  0.0016  -0.0023
Si  10.3796  12.6837  14.9086  0.0016  0.0006  0.0026
Si  2.1724  15.4979  14.8722  -0.0003  -0.0012  0.0008
Si  10.8807  9.5208  12.2841  -0.0006  0.0004  0.0022
Si  11.4653  15.8052  -0.4213  -0.0007  0.0002  -0.0037
Si  4.721  11.9012  -7.7626  0.0024  -0.0002  0.0024
Si  5.9361  11.698  14.6983  0.0004  -0.0003  0.0033
Si  6.4076  11.8179  -3.5247  0.0019  -0.0008  -0.0017
Si  7.7854  10.4944  19.3073  0.001  0.0004  -0.0025
Si  9.6212  14.8124  22.2031  -0.0023  -0.002  0.0017
Si  8.1103  12.6142  -5.8825  0.0006  -0.0009  0
Si  7.8045  16.6396  -3.0146  -0.0002  -0.0001  -0.0002
Si  7.0289  17.6621  17.3059  0.0022  -0.002  0.0006
Si  9.1674  13.4239  -10.6788  -0.0028  -0.0007  0.0058
Si  7.7367  17.1307  21.8335  0.0018  -0.0021  0.0012
Si  4.1049  13.7963  -3.3263  -0.0001  0.0007  -0.0014
Si  5.1688  13.04  17.4073  -0.002  0.0099  0.0028
Si  8.6259  9.3318  16.5635  -0.0006  0.0013  -0.002
Si  12.5117  16.023  22.1343  0  0.0022  0.0015
Si  13.2177  16.0282  -7.8152  0.0004  -0.0009  0.0005
Si  10.0009  8.8967  -5.6481  -0.0013  0.0007  -0.0016
Si  10.9288  13.1677  -5.4904  -0.0002  -0.0003  0.0007
Si  8.7407  12.8377  24.1606  0.0049  0.0015  0.0093
Si  4.7706  9.4616  -2.502  -0.0004  0.0022  -0.0036
Si  4.3672  14.4285  -6.1608  0.0023  0.0006  0.0017
Si  3.1671  16.2418  19.6071  0.0022  0.0009  -0.0049
Si  5.05  8.9294  -7.1435  0.0008  0.0005  0.001
Si  11.1202  14.0811  -8.4571  0  0.0022  0.0029
Si  5.7608  13.4256  23.6659  0.0054  0.0032  0.0031
Si  8.6309  14.4026  14.9659  -0.0009  0.0004  0.0013
Si  7.8876  14.6916  17.2206  -0.0037  0.0011  0.002
Si  13.347  9.9002  17.4809  -0.0031  0.0038  0.0014
Si  4.7108  10.6514  19.1803  0.0027  0.0005  -0.0041
Si  11.8156  17.4642  -5.3524  0.0002  0.0003  -0.0002
Si  7.3936  16.9818  -8.4961  -0.0061  0  0.0006
Si  9.25  13.126  19.5074  -0.0026  -0.0021  0.002
Si  3.102  11.0999  21.7095  -0.002  -0.0021  -0.0024
Si  2.8518  7.3206  23.6537  0.0004  -0.0033  0.0039
Si  3.0256  9.3032  14.6554  0.0022  -0.0016  0.0028
Si  11.5558  12.3562  17.7952  0.0053  0.0073  0.0002
Si  5.7156  6.9683  19.9812  0.0012  0.002  -0.0039
Si  2.9651  17.4929  -0.3126  -0.0018  -0.0009  -0.0035
Si  3.7379  14.0756  21.5232  0.0019  0.0021  -0.0012
Si  5.1874  7.1097  14.8657  -0.0013  0.0009  0.0032
Si  5.608  7.9895  22.679  -0.0008  -0.0047  -0.0009
Si  7.3824  11.6888  -8.8507  0.0007  0  0.0026
Si  7.9081  8.924  -7.8021  -0.0008  -0.0004  0.0018
Si  4.5103  6.9153  -9.144  0.0013  -0.0003  0.0039
Si  13.4202  11.4417  -1.8589  0.0002  0.0003  -0.0015
Si  3.2887  8.4799  -4.7555  0.0006  -0.0014  -0.0014
Si  13.0964  12.2038  -9.5695  0.0006  -0.0038  0.0085
Si  7.174  15.6123  -5.8088  0.0006  -0.0001  0
O  9.189  11.9902  -0.4219  -0.002  0.0013  0.0047
O  10.7236  7.521  -6.0777  0.0015  0.0013  0.0001
O  6.5719  16.1394  -2.1253  -0.0021  0.0005  0.0023
O  7.3937  7.4647  0.1992  -0.0009  -0.0017  0.003
O  10.9887  9.0876  0.0278  0.0018  0.0006  0.0024
O  12.9948  11.8874  -0.3601  0.0009  -0.001  0.0021
O  13.058  16.0605  -0.1449  0.0023  0.0023  0.0012
O  4.6051  8.4525  -8.6363  0.0012  -0.0021  -0.0021
O  7.5445  12.9909  1.4477  0.0032  0.0009  -0.0001
O  4.0681  8.2178  15.3162  -0.0009  0.0006  -0.0023
O  5.5017  8.1422  21.0679  -0.0002  -0.0064  -0.0014
O  10.2509  9.1928  16.7035  -0.0014  -0.0008  0.0009
O  12.5488  8.5349  17.8286  -0.0009  0.0046  0.0016
O  11.4148  15.2115  -1.9313  -0.0013  0.0014  0.0016
O  3.5421  14.2675  -4.7725  0.002  0.0006  0.0014
O  6.2201  10.2082  19.5083  -0.0033  0.0009  -0.0021
O  13.5041  14.7942  22.4435  0.0007  0.0003  -0.0013
O  12.7168  16.9941  23.3976  -0.0012  -0.0008  -0.0044
O  2.792  10.0261  -4.8468  -0.0004  -0.001  0.0004
O  7.4511  16.6301  -4.5914  -0.0008  -0.0002  0.0032
O  9.1899  11.307  23.9383  -0.0006  0.0031  0.0004
O  12.1048  15.3305  -8.7604  0.0006  -0.002  -0.0008
O  7.7253  16.2518  17.6057  -0.0007  0.0013  -0.0022
O  4.6337  17.6872  -10.7477  0.0008  -0.0043  -0.0029
O  7.8624  14.1755  -5.5442  -0.0006  -0.001  0.0017
O  4.7894  12.22  18.7483  0.003  0.0033  -0.008
O  11.0886  9.5624  23.9076  0.0023  -0.0006  -0.0035
O  6.5815  16.7044  20.7573  0.0006  0.0007  0.0009
O  10.3095  7.7441  18.9395  0.0007  0.0004  0.0008
O  3.1445  12.6325  21.2353  0.0014  -0.001  0.0008
O  5.852  8.7974  -1.5265  0.0007  0.0011  0.0034
O  7.0191  7.214  22.9497  -0.0006  0  0.0006
O  13.4212  16.0148  18.1439  0.002  -0.0071  -0.0018
O  5.4367  15.1389  0.0126  -0.0013  0.0013  0.0047
O  3.1115  17.161  -8.6542  0.0032  0  0.0001
O  12.2195  10.9566  -2.8633  0.0027  0.0009  0.0002
O  5.466  10.5211  -3.4967  -0.0005  -0.0002  0.003
O  7.8281  16.1796  -9.8054  0.0033  0  -0.0078
O  10.707  12.1151  16.4274  0.0038  0.0027  0.0031
O  4.1586  8.1305  -6.0667  -0.0007  0.0007  -0.0001
O  3.7869  10.3333  20.4621  -0.0017  0.0001  0.0025
O  4.3832  7.0471  23.202  0.0017  0.0013  -0.001
O  12.8601  10.8034  -10.327  0.0003  0.0008  -0.0044
O  8.9699  8.652  -4.4436  0.0004  -0.0003  0.0023
O  4.1738  8.2919  -3.4258  0.0012  0.0022  0.0016
O  5.3977  11.9594  16.2274  0.0025  0.0007  0.003
O  8.3852  15.8205  22.4971  0.0018  0.0005  -0.0011
O  4.3786  17.2753  -1.075  -0.0023  0.0033  0.0041
O  8.1439  7.5341  -8.5853  0.0005  0.0002  0.002
O  12.302  13.7703  17.6147  -0.0076  -0.0087  -0.002
O  10.624  12.3723  19.1157  -0.0024  -0.0038  -0.0066
O  8.1228  10.3134  17.7417  0  -0.0021  0.0028
O  5.8302  17.4069  16.2509  0.0021  -0.001  0
O  10.9172  14.0626  -6.8449  0.0007  -0.0018  -0.0013
O  8.1208  7.7885  16.7042  -0.0004  0.0033  -0.0031
O  8.6966  9.4859  20.1761  -0.0016  0.0008  -0.0011
O  3.9806  14.0505  17.0297  -0.0047  -0.0139  0.0032
O  11.0945  9.9167  -5.0877  0.0003  0.0012  0.003
O  3.8871  14.8846  20.1358  0.0019  -0.0016  -0.0006
O  12.9131  7.6388  -1.1806  0.0024  0.0005  0.0032
O  13.1841  8.5404  22.7419  -0.0012  0.0021  -0.002
O  10.886  8.6651  21.3873  0.0015  0.0019  -0.0006
O  5.7741  17.0425  -8.4704  -0.0023  0.0011  -0.0073
O  7.3283  13.1507  23.4565  0.001  0.0008  0.0063
O  8.9041  7.0272  21.0397  0.0012  0.0007  0.0017
O  5.7991  12.0069  -8.969  -0.0016  0.0006  0.0034
O  13.293  10.1653  15.8918  0  -0.0016  0.0005
O  11.7311  12.6469  -8.8616  0.0029  -0.0002  -0.003
O  12.9329  7.4774  -4.6255  0.0009  -0.0009  -0.0017
O  8.0892  12.0235  19.7264  0.0013  0.0007  0.0004
O  6.5031  13.9224  17.5547  -0.014  0.0014  -0.0025
O  4.0008  9.8017  17.9918  -0.0005  0.0016  0.0021
O  7.2573  11.8774  -2.149  0.0005  -0.0021  0.0007
O  6.5261  7.4613  18.68  -0.0018  -0.003  0.0014
O  12.2273  12.2188  -5.2756  0.0007  -0.0005  0.001
O  7.6057  10.0912  -8.8687  -0.0016  0.0025  0.0035
O  12.5149  16.5894  -6.4901  0.0001  -0.0013  -0.0002
O  5.4975  9.4611  23.3422  -0.0004  -0.0005  -0.0006
O  4.8297  10.5029  -6.9952  -0.0008  0.0014  -0.0026
O  9.3659  13.9718  20.8605  0  -0.0059  -0.0056
O  10.7566  17.3026  -0.3644  0.0023  0.0018  -0.0015
O  13.5514  13.3269  -10.6332  0.0029  -0.0019  -0.0054
O  8.1671  12.3093  -10.0963  0.0018  0.0016  -0.0003
O  11.0877  17.5964  16.5428  0  0.0043  0.0004
O  9.0487  15.6237  -2.8248  0.0002  -0.0014  -0.0006
O  9.8229  14.2133  -9.4119  0.0006  -0.002  -0.0025
O  12.3936  10.7703  21.8875  0.0006  0.0006  -0.0007
O  4.2866  17.3696  19.4614  0.0026  -0.0045  -0.0054
O  7.4007  10.1759  0.0096  0.0004  0.0006  -0.0016
O  12.9437  16.6886  20.7107  0.0052  -0.0004  -0.0005
O  8.1747  7.2391  -2.4994  0.0004  -0.0018  0.0037
O  11.085  16.6071  -4.2099  -0.0016  0.0002  0.001
O  10.6575  8.1008  -2.412  0.0013  0.0003  0.0019
O  3.2671  12.0351  -8.3853  0.0011  -0.0015  -0.0033
O  5.5813  13.1979  -3.574  -0.0009  0.0003  0.0013
O  10.9701  15.6518  22.0328  0.0035  -0.0008  -0.0038
O  5.5739  15.4706  -5.9448  0.0004  -0.0022  -0.001
O  5.1572  13.9751  22.2777  -0.0013  -0.0024  0.0008
O  8.9755  14.1096  18.2596  -0.0062  -0.0054  -0.0013
O  4.9977  13.0233  -6.6398  -0.0015  -0.0009  -0.0018
O  9.1783  9.4028  -6.9334  0.0009  0.0001  0.0015
O  9.8057  13.8321  23.4716  -0.0036  -0.0058  -0.0024
O  6.6172  8.6508  -6.8554  0.0009  0.0006  -0.001
O  3.6258  10.2486  -1.6638  0.0013  -0.0005  0.0008
O  4.1968  15.0546  -2.346  0.0003  0.0019  0.001
O  7.8336  16.2086  -7.1562  -0.0012  0.0006  -0.0004
O  12.6195  11.1879  18.122  -0.0085  0.0092  -0.0017
O  3.3936  14.9091  -7.3401  -0.0019  -0.0011  0.0014
O  7.8596  12.3155  -7.4414  0.0006  0.0007  -0.0008
O  9.6351  12.2189  -5.5672  0.0004  0.0022  0.0009
O  3.1779  12.6963  -2.6341  0  0.0005  0.0001
O  8.832  9.8523  -2.1181  -0.0005  0.0008  0.0028
O  7.2468  11.6936  -4.8885  -0.0006  0.0014  0.0028
O  5.1049  12.015  24.1013  0  -0.002  -0.0029
O  10.7776  14.0633  -4.1703  -0.0003  0.0017  -0.0005

Results
free energy: -157705.203 eV
free energy less fixed offsets of O -570.45, Si -639.56 eV per atom: -6.813 eV

The program warned: the cutoff lies below the one the program advises for these potential files; the forces do not sum to zero within the program's tolerance; empty levels may hold ghost states of the PAW files; the exchange-correlation potential is rough where the density is thin.
